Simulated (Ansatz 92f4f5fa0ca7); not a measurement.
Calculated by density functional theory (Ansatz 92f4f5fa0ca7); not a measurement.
Periodic cell of 213 atoms, Si132O79H1N1, from a study of silicon, its oxide and their interface. The atomic structure is a simulated model.
Doubt: the cutoff is far below the 930 eV that the study's wrapper takes by default for these files, so forces and energies are approximate.

Settings
functional: PBE
potential files: Ansatz PAW
basis: plane waves
wave-function cutoff: 580 eV
density cutoff ratio: 5
exchange-correlation grid ratio: 1
k mesh: 1 x 1 x 1, Gamma-centred
self-consistency stop: 5e-08 eV per atom in the density residual
occupations: fixed
spin: none
net charge: 0

Cell vectors (angstrom)
a  10.938  0  0
b  0  10.938  0
c  0  0  31.1939

Atoms and the computed forces on them: element, x, y, z (angstrom), force x, y, z (eV/angstrom)
Si  -0.4866  0.2887  23.8358  0.0109  0.0923  -0.0104
Si  6.1567  -0.4379  23.6074  -0.0007  -0.0467  -0.0406
Si  2.2507  3.2392  23.9038  -0.0591  0.108  -0.0165
Si  8.8149  2.1585  23.9363  0.0566  -0.0252  -0.0727
Si  0.4321  4.8613  24.0197  0.1465  -0.0753  -0.0768
Si  5.1017  5.9866  23.6696  -0.0295  0.0628  0.0203
Si  3.3268  7.7265  23.7934  0.0029  -0.165  -0.0927
Si  7.9207  8.7418  23.7957  -0.0307  -0.0118  -0.061
Si  1.3765  1.3108  24.9545  -0.0448  -0.0727  -0.0015
Si  6.9183  1.2967  25.0275  -0.0501  0.0523  0.0576
Si  4.1495  4.1694  24.9552  0.0142  0.0083  0.0123
Si  9.6054  3.9772  25.2029  -0.0683  -0.0146  0.0646
Si  1.4539  6.7907  24.9838  -0.0077  0.0391  0.083
Si  6.8812  6.9028  24.9442  0.0012  -0.0337  -0.0135
Si  4.2825  9.5603  24.9018  0.0578  0.1285  0.0478
Si  9.5421  9.6101  25.2486  0.0235  -0.0104  -0.0103
Si  2.8024  -0.0478  26.3034  0.0139  0.0069  -0.0006
Si  8.1781  0.0198  26.5387  -0.0083  -0.0001  -0.0658
Si  0.0766  2.6305  26.489  0.0316  0.0503  -0.0892
Si  5.4908  2.7282  26.3262  -0.0063  -0.0308  -0.0193
Si  2.7699  5.4452  26.4358  0.0148  0.0486  -0.1121
Si  8.1921  5.4742  26.3691  0.0057  0.0116  -0.0044
Si  0.0549  8.1582  26.3869  -0.0127  -0.0292  -0.0268
Si  5.5232  8.2005  26.4094  -0.0169  -0.0138  -0.0317
Si  4.1018  1.3673  27.7756  0.0519  -0.0053  -0.6589
Si  9.5708  1.3673  27.7756  0.0895  -0.0306  0.9203
Si  1.3673  4.1018  27.7756  0.2894  -0.2009  0.3036
Si  6.8362  4.1018  27.7756  -0.0918  0.0031  -0.3917
Si  4.1018  6.8362  27.7756  0.1597  0.149  0.0728
Si  9.5708  6.8362  27.7756  0.0833  -0.1147  -0.3016
Si  1.3673  9.5708  27.7756  0.3623  -0.0443  -0.4601
Si  6.8362  9.5708  27.7756  -0.2137  -0.1862  0.719
Si  0  0  29.1429  -0.1182  0.0549  0.0322
Si  5.469  0  29.1429  -0.0058  -0.0896  0.0328
Si  2.7345  2.7345  29.1429  -0.0229  0.1013  0.0306
Si  8.2035  2.7345  29.1429  0.1343  0.0485  0.0247
Si  0  5.469  29.1429  -0.0783  -0.0394  -0.0109
Si  5.469  5.469  29.1429  -0.0425  0.0301  0.0043
Si  2.7345  8.2035  29.1429  0.0605  0.0713  0.0143
Si  8.2035  8.2035  29.1429  -0.0384  0.0922  0.0141
Si  1.3673  1.3673  30.5101  0.0247  -0.0517  -0.0022
Si  6.8362  1.3673  30.5101  -0.0117  0.034  -0.0472
Si  4.1018  4.1018  30.5101  0.0412  -0.0333  0.0125
Si  9.5708  4.1018  30.5101  -0.01  0.0121  -0.0101
Si  1.3673  6.8362  30.5101  0.0058  -0.0212  -0.0405
Si  6.8362  6.8362  30.5101  0.0646  -0.0571  -0.0043
Si  4.1018  9.5708  30.5101  -0.0537  0.0108  -0.0151
Si  9.5708  9.5708  30.5101  0.0812  -0.0949  0.0025
Si  2.7345  0  0.6835  0.0357  -0.0194  0.0283
Si  8.2035  0  0.6835  -0.063  0.0592  0.0026
Si  0  2.7345  0.6835  -0.0583  0.0234  -0.0085
Si  5.469  2.7345  0.6835  0.0478  -0.029  0.0195
Si  2.7345  5.469  0.6835  -0.0337  0.0309  0.0108
Si  8.2035  5.469  0.6835  0.0231  0.0181  0.0378
Si  0  8.2035  0.6835  -0.0109  -0.0032  0.0263
Si  5.469  8.2035  0.6835  -0.0722  0.1151  -0.0164
Si  4.1018  1.3673  2.0507  -0.0163  0.0272  -0.0216
Si  9.5708  1.3673  2.0507  0.1339  0.0162  -0.0232
Si  1.3673  4.1018  2.0507  0.0023  -0.0265  0.014
Si  6.8362  4.1018  2.0507  -0.0363  -0.0012  0.0085
Si  4.1018  6.8362  2.0507  0.0617  -0.0619  -0.034
Si  9.5708  6.8362  2.0507  -0.0339  0.0127  0.0129
Si  1.3673  9.5708  2.0507  -0.1148  -0.084  0.0034
Si  6.8362  9.5708  2.0507  0.0856  -0.1306  -0.0612
Si  0  0  3.418  -0.1065  0.1243  -0.3777
Si  5.469  0  3.418  -0.1345  0.2541  0.6124
Si  2.7345  2.7345  3.418  0.2273  -0.1223  -0.1535
Si  8.2035  2.7345  3.418  0.0075  -0.037  0.5402
Si  0  5.469  3.418  0.0086  -0.0771  0.2466
Si  5.469  5.469  3.418  -0.2355  0.0134  -0.4938
Si  2.7345  8.2035  3.418  -0.1317  -0.0606  0.4791
Si  8.2035  8.2035  3.418  -0.2967  0.2318  -0.8719
Si  1.3864  1.3406  4.7588  -0.0196  0.0197  0.0246
Si  6.801  1.4254  4.8781  0.007  0.0092  0.0234
Si  4.091  4.129  4.7694  -0.05  -0.0468  0.0091
Si  9.5919  4.1019  4.8379  0.0014  -0.0044  0.0054
Si  1.3451  6.8118  4.8402  0.02  -0.0476  0.0072
Si  6.7881  6.8892  4.6885  -0.0477  -0.0296  0.041
Si  4.0435  9.6071  4.8438  -0.0486  0.0307  0.0016
Si  9.4609  9.647  4.6942  0.0526  0.0284  0.0607
Si  2.6617  0.0196  6.2829  0.0748  -0.0796  -0.0611
Si  8.1378  -0.0197  6.2269  -0.0584  0.0321  -0.0134
Si  0.0631  2.6736  6.1786  -0.0077  0.044  0.0018
Si  5.4867  2.9158  6.2554  0.1323  0.0269  -0.0422
Si  2.6679  5.3359  6.2355  -0.0431  0.0073  0.0271
Si  8.1752  5.5937  6.0536  0.081  0.005  -0.0366
Si  -0.1447  8.2584  6.0002  0.0305  0.0057  -0.0714
Si  5.3843  8.1559  6.1137  0.0199  0.0099  0
Si  3.7803  1.7949  7.4194  -0.0353  -0.0401  0.1982
Si  10.0264  0.8923  7.3477  0.0318  -0.0895  -0.0021
Si  1.8562  3.4363  7.5746  0.0429  0.021  -0.0456
Si  6.4143  4.9423  7.4189  -0.1205  0.0275  0.1714
Si  4.4353  6.372  7.3605  0.0093  -0.0679  0.0544
Si  8.9426  7.479  7.2617  -0.0744  0.0009  0.089
Si  0.6848  9.9825  7.3081  -0.0386  0.0975  0.1399
Si  7.109  9.0841  7.3945  0.0367  -0.0247  0.0026
O  0.5262  9.2214  8.8072  -0.0222  0.0049  -0.0767
O  1.2555  3.6416  9.1388  -0.0127  -0.0024  0.0915
O  9.7786  1.3233  8.9504  -0.0168  -0.0059  0.0317
O  6.5826  9.1914  8.9815  -0.0038  -0.002  0.0359
O  4.5466  1.2053  8.7876  0.0049  0.0524  -0.0827
O  3.86  6.6705  8.8991  0.0178  -0.0042  -0.0194
O  7.0399  5.4152  8.9176  0.077  -0.006  -0.0554
N  9.2216  7.3026  9.0146  -0.01  0.0007  0.0062
O  2.2859  3.2222  22.2078  0.0261  -0.0226  -0.0114
O  6.0274  11.0774  22.0292  0.0041  -0.0057  -0.0069
O  8.4571  2.6836  22.4115  0.0167  -0.0325  0.0145
O  0.0333  4.6682  22.3781  -0.0406  0.0323  -0.0008
O  8.7317  8.4606  22.3467  0.0184  0.0194  0.0468
O  2.8984  8.1861  22.2436  -0.0162  0.0027  0.0035
O  5.6526  5.6814  22.1171  0.0016  0.0082  -0.0602
O  10.5916  10.4391  22.3484  -0.0097  -0.0386  -0.0078
Si  1.363  4.3611  21.4488  0.0168  -0.0088  0.068
Si  1.5319  3.7224  15.7246  -0.0021  -0.0058  0.0058
Si  8.77  0.5935  10.0141  0.0181  0.0024  -0.0445
Si  6.2285  0.8302  20.5572  -0.012  -0.0006  0.0326
Si  0.3594  13.3893  19.3798  -0.01  -0.0199  -0.017
Si  4.092  6.7866  10.511  0.0228  0.0072  -0.0375
Si  10.0978  9.0408  21.6239  -0.0085  0.0234  0.0518
Si  3.6564  7.5764  19.0351  0.0046  0.0055  -0.0386
Si  8.6405  5.4593  19.4339  -0.022  -0.0003  -0.0383
Si  5.1247  14.0841  19.0809  -0.0061  0.005  -0.0119
Si  0.2353  10.6215  14.65  0.0036  -0.0044  0.0024
Si  6.044  9.2944  10.5324  -0.0144  -0.0255  -0.017
Si  -2.4316  1.9071  12.9548  -0.0049  0.0043  0.0344
Si  4.845  10.262  18.1491  -0.0129  -0.0158  0.0118
Si  8.3216  0.1487  15.3816  -0.0082  -0.0034  -0.0105
Si  6.2036  3.6394  13.9873  -0.0112  -0.0085  0.0122
Si  12.7742  7.3901  21.286  0.0103  0.0036  0.0406
Si  -3.7318  8.7025  16.7325  0.0122  -0.0155  -0.0007
Si  0.5712  2.3229  13.2556  -0.0001  0.0107  0.0186
Si  5.9654  6.6251  14.8503  0.0049  0.0093  0.0074
Si  3.1969  6.377  16.2925  0.0101  0.0041  0.0214
Si  7.0331  13.4101  16.5626  -0.0035  0.0133  0.0049
Si  1.5297  3.7327  10.7604  0.009  0.0422  -0.0432
Si  8.3177  5.9956  9.8152  -0.0397  -0.0863  -0.0099
Si  1.1108  6.7671  11.5997  -0.0127  -0.0219  0.0289
Si  7.533  7.6117  12.3913  -0.0061  -0.0016  0.0118
Si  8.8208  2.5083  20.8459  -0.0071  -0.0169  0.0327
Si  2.7896  12.7072  17.804  0.0033  0.0114  0.005
Si  5.7116  5.8937  20.4958  0.0021  -0.027  0.0371
Si  5.6965  1.2134  9.9512  -0.0353  -0.0123  -0.0465
Si  4.6353  3.8246  11.431  -0.0236  0.0088  0.0045
Si  -0.53  7.9268  13.7653  -0.0017  -0.0188  -0.0081
Si  -0.7233  8.6046  9.6961  -0.0049  0.0257  -0.048
Si  -1.2545  3.8378  17.1029  0.0113  -0.0141  0.0033
Si  0.6424  8.3292  16.3598  -0.0177  -0.0193  0.0026
Si  -1.3228  8.218  18.8312  -0.0097  -0.0057  -0.0362
O  4.867  3.6677  13.0441  0.0154  0.0029  -0.0022
O  9.2744  -0.9996  10.0644  -0.0042  0.0072  -0.0033
O  1.9913  7.4507  16.2674  0.0014  0.0009  -0.0009
O  1.4107  3.4272  14.1207  -0.0013  -0.005  -0.0146
O  8.2124  8.4709  18.0088  -0.0162  0.011  0.0013
O  5.11  4.6149  19.7217  -0.0081  -0.0166  0.0065
O  0.9306  5.1866  11.2119  0.0235  0.0098  -0.0155
O  2.1468  5.7896  21.4877  -0.0112  0.0226  0.0087
O  0.0476  4.2553  16.2118  0.0005  -0.0047  0.0002
O  4.8374  5.4103  11.0356  -0.0076  -0.0065  -0.0046
O  -1.2887  6.7494  19.5967  0.0104  0.0036  0.0217
O  6.3066  7.3986  13.4532  -0.0054  -0.0031  -0.0078
O  3.6862  3.0091  18.3531  -0.0047  -0.007  0.0173
O  5.8566  9.5662  17.0751  0.0023  0.0093  0.0125
O  8.9478  7.5666  13.1834  0.0087  0.0043  -0.0124
O  5.577  2.6785  10.6993  0.0072  -0.0047  -0.0064
O  11.2857  7.9025  21.7151  0.0213  -0.0188  -0.0258
O  6.3357  13.8502  17.9767  0.013  -0.009  -0.0091
O  -3.7123  9.0367  11.6412  0.0145  -0.0096  0.0076
O  0.8343  2.5522  11.6543  -0.019  -0.014  0.0101
O  7.4939  11.8405  16.5829  -0.0011  0.0105  0.008
O  -0.6664  2.7192  18.1403  -0.015  0.0093  -0.0101
O  6.0014  2.6828  15.3046  -0.0013  -0.0013  0.0008
O  10.3295  1.8903  20.5813  0.0201  0.0081  -0.0095
O  4.8222  7.205  20.1173  -0.0112  0.013  -0.0052
O  5.4082  -0.1514  10.8329  -0.008  0.0278  -0.0118
O  5.2427  2.1179  20.35  -0.0097  0.0183  -0.0051
O  9.9374  11.2821  15.5088  0.0064  -0.0043  -0.001
O  -3.028  11.6499  13.9068  0.0114  -0.0048  -0.0128
O  3.8072  6.5056  17.8071  -0.0234  0.0131  -0.0001
O  9.2731  4.7013  10.1327  0.1636  0.0881  -0.2508
O  7.645  6.4654  11.2312  0.0262  -0.0081  -0.0462
O  1.0095  14.8061  19.936  -0.0026  0.0083  -0.012
O  3.8565  11.4674  17.5787  0.0039  -0.012  0.0123
O  -2.9696  9.5082  15.5299  -0.0021  0.017  -0.0073
O  2.1645  7.6026  19.7114  0.0269  0.0015  -0.0144
O  7.4288  3.1306  13.0258  0.0074  -0.0053  -0.0178
O  8.4427  3.2443  16.2247  -0.007  -0.0034  0.0084
O  -1.9855  16.0167  17.8719  0.0059  -0.012  0.0032
O  0.6915  6.9966  13.1646  -0.0061  0.0058  -0.0362
O  8.7669  4.038  20.2438  0.0044  0.0109  0.0063
O  7.2112  6.0921  19.893  0.0134  0.0103  0.0083
O  -4.1658  7.2537  16.1247  -0.0026  0.0026  0.0105
O  3.1107  3.4993  11.0085  -0.0102  0.0152  -0.0008
O  2.6335  4.881  15.9965  -0.0019  0.0099  -0.004
O  4.3596  6.6898  15.1808  -0.0064  -0.0026  -0.0022
O  11.0105  7.8201  10.8883  0.0338  -0.0091  0.0312
O  11.9606  11.7765  13.8057  -0.0069  -0.0075  -0.0104
O  5.795  10.7073  19.4005  -0.018  -0.0201  -0.0348
O  -0.0354  8.3916  17.8359  0.008  0.0068  0.0087
O  2.6756  7.0802  11.2774  -0.019  -0.0169  -0.0118
O  -0.2674  -1.4055  13.5252  0.0032  0.0193  -0.0022
O  2.037  24.2063  16.4552  -0.0065  0.011  -0.0065
O  7.7515  1.3947  20.2812  0.0052  0.0031  0.0038
O  1.5791  12.3962  18.8979  0.0063  -0.0007  0.0059
O  -4.4466  5.1053  14.6235  -0.002  0.0053  -0.0052
O  -3.6865  0.9643  9.4311  -0.0041  -0.0045  0.0064
O  9.7663  9.3166  20.0433  -0.0015  0.0034  -0.0023
O  -5.9823  8.1231  10.7994  0.0055  0.0079  -0.013
O  1.1003  9.8112  15.785  -0.0084  0.0147  -0.01
O  -1.0256  2.5053  13.5135  0.002  0.0004  -0.0148
O  3.7954  9.1172  18.5785  0.0179  0.0033  0.0056
O  -0.494  7.6684  15.3789  0.0124  0.0076  0.0032
O  8.7983  1.2622  11.4906  0.0006  0.0148  0.0149
H  10.0906  4.6297  9.605  -0.227  0.0001  0.1703

Results
free energy: -129241.098 eV
free energy less fixed offsets of H -15.97, N -385.13, O -568.88, Si -635.61 eV per atom: 2.042 eV

The program warned: the cutoff lies below the one the program advises for these potential files; the forces do not sum to zero within the program's tolerance; the exchange-correlation potential is rough where the density is thin.
